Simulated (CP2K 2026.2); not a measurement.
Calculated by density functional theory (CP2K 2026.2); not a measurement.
Periodic cell of 534 atoms, Si358O176, from a study of silicon, its oxide and their interface. The atomic structure is a simulated model.
Doubt: the forces sum to 1.60 eV/angstrom along one axis rather than to zero, so they err by at least 0.0030 eV/angstrom per atom on average; the grid cutoff is modest.

Settings
functional: PBE
method: Gaussian and plane waves
basis set: DZVP-MOLOPT-SR-GTH
pseudopotentials: GTH-PBE
grid cutoff: 350 Ry, relative cutoff 50 Ry
k points: Gamma only
occupations: fixed
spin: none
net charge: 0

Cell vectors (angstrom)
a 16.4025 0 0
b 0 16.4025 0
c 0 0 35.7641

Atoms and the computed forces on them: element, x, y, z (angstrom), force x, y, z (eV/angstrom)
Si 0.137 16.116 0.576 -0.14 -0.172 -0.559
Si 2.405 3.516 35.524 -0.001 0.144 0.16
Si 0.065 5.566 0.274 -0.242 0.101 -0.048
Si 3.164 8.309 35.711 -0.011 0.414 0.305
Si 16.196 11.16 0.306 0.018 0.111 -0.035
Si 2.2 13.793 0.193 0.01 -0.239 -0.084
Si 5.492 16.077 0.077 0.044 -0.041 -0.138
Si 8.588 2.403 0.042 -0.05 -0.01 -0.029
Si 5.351 6.016 0.018 0.102 -0.079 -0.33
Si 8.105 8.84 0.263 0.193 0.028 -0.575
Si 5.629 10.846 0.28 0.031 0.227 -0.121
Si 7.956 14.187 35.665 0.054 -0.306 0.128
Si 10.659 0.036 0.056 0.098 -0.08 -0.09
Si 13.601 2.702 0.082 -0.021 0.176 0.163
Si 11.381 5.027 0.058 0.001 0.142 -0.06
Si 14.306 7.789 35.599 0.048 0.024 0.186
Si 11.092 11.621 34.517 -0.16 0.263 0.674
Si 13.781 12.73 1.102 -0.118 -0.765 -0.51
Si 1.508 1.496 1.344 -0.102 0.058 -0.045
Si 4.154 4.302 1.252 -0.091 -0.027 0.048
Si 1.484 7.063 1.4 0.089 -0.018 -0.363
Si 4.183 9.62 1.629 -0.028 -0.057 -0.373
Si 1.279 12.291 1.732 -0.018 -0.035 -0.376
Si 4.042 14.868 1.438 -0.209 -0.024 -0.2
Si 6.773 1.361 1.26 0.152 -0.144 -0.166
Si 9.674 4.02 1.374 0.046 -0.013 -0.066
Si 6.986 7.019 1.408 0.034 0.192 -0.032
Si 9.845 9.918 1.557 0.157 -0.205 0.041
Si 6.904 12.472 1.369 0.069 0.035 -0.408
Si 9.402 15.11 1.52 0.103 0.038 -0.457
Si 12.327 1.183 1.38 -0.073 0.084 -0.276
Si 15.129 4.015 1.447 -0.147 -0.034 -0.203
Si 12.471 6.835 1.188 -0.03 -0.131 -0.176
Si 15.167 9.384 1.42 -0.025 0.053 -0.185
Si 11.507 11.895 1.066 -0.489 0.397 -0.415
Si 14.901 14.797 1.729 0.237 -0.023 0.177
Si 0.094 2.699 2.809 -0.024 0.034 0.038
Si 2.813 0.044 2.745 0.072 0.068 -0.07
Si 0.111 8.212 2.897 0.039 0.023 -0.045
Si 2.799 5.581 2.745 0.171 0.111 -0.028
Si 16.399 13.644 3.101 -0.139 -0.038 0.224
Si 2.752 10.924 2.93 -0.058 0.066 0.109
Si 5.468 2.795 2.614 -0.122 0.051 -0.048
Si 8.071 0.071 2.832 -0.115 0.115 0.108
Si 5.565 8.216 2.888 -0.039 -0.058 0.245
Si 8.288 5.481 2.669 0.023 -0.084 0.017
Si 5.456 13.628 2.844 0.016 -0.006 -0.027
Si 8.24 11.061 2.834 -0.099 0.144 0.086
Si 10.98 2.636 2.769 0.095 -0.058 0.155
Si 13.607 16.314 2.886 -0.035 0.021 0.034
Si 11.057 8.223 2.663 0.012 -0.194 -0.069
Si 13.718 5.458 2.727 -0.01 -0.128 0.075
Si 10.776 13.588 2.67 0.064 -0.088 -0.078
Si 13.806 10.881 2.73 0.531 0.336 0.152
Si 1.42 4.156 4.123 0.034 -0.102 -0.014
Si 4.166 1.425 4.096 0.006 -0.105 0.053
Si 1.411 9.562 4.295 -0.021 -0.009 0.005
Si 4.169 6.837 4.22 -0.011 -0.04 -0.137
Si 1.443 15.111 4.219 -0.054 0.048 -0.004
Si 4.136 12.281 4.255 0.03 -0.04 -0.021
Si 6.873 4.113 4.033 -0.016 0.049 0.036
Si 9.559 1.343 4.173 -0.019 0.049 -0.103
Si 6.905 9.626 4.207 -0.031 -0.071 -0.094
Si 9.661 6.838 4.045 0.067 0.051 0.112
Si 6.771 15.048 4.206 0.05 0.07 -0.079
Si 9.545 12.37 4.255 -0.089 -0.098 0.015
Si 12.34 4.068 4.12 0.001 0.047 -0.144
Si 15.056 1.329 4.14 0.122 0.011 0.075
Si 12.355 9.568 4.115 -0.068 0.107 -0.039
Si 15.092 6.796 4.154 -0.146 -0.001 -0.068
Si 12.217 14.902 4.13 0.025 -0.046 0.024
Si 15.046 12.174 4.322 0.237 -0.232 0.155
Si 16.383 16.373 11.014 0.007 -0.017 0.006
Si 2.722 2.687 11.01 0.008 0.011 -0.005
Si 16.4 5.384 11.016 0.018 0.013 0.01
Si 2.741 8.125 10.998 0.018 0.033 0.01
Si 16.383 10.875 11.01 -0.006 0.036 0.003
Si 2.724 13.65 11.015 0.011 -0.035 -0.006
Si 5.455 16.375 11.02 -0.014 0 0
Si 8.197 2.677 11.011 0.05 0.02 0
Si 5.468 5.405 10.999 -0.023 0.026 0.01
Si 8.212 8.132 10.999 0.009 0.002 0
Si 5.472 10.88 10.999 0.015 0.034 -0.004
Si 8.188 13.618 11.003 0.025 -0.014 0.014
Si 10.928 16.356 11 0.011 -0.009 0.004
Si 13.67 2.674 11 0.024 -0.013 -0.01
Si 10.936 5.392 11.008 0.014 0.013 -0.01
Si 13.661 8.114 11.012 0.031 0.01 -0.007
Si 10.918 10.874 11.002 -0.019 0.001 0.001
Si 13.643 13.616 11.001 0.013 0.012 -0.004
Si 1.353 1.328 12.388 0.011 0.02 0.02
Si 4.088 4.046 12.368 0.025 -0.023 -0.009
Si 1.376 6.745 12.369 -0.041 -0.003 -0.002
Si 4.109 9.495 12.354 -0.018 0.003 -0.012
Si 1.349 12.26 12.353 0.001 -0.014 -0.012
Si 4.083 15.022 12.395 0.003 -0.006 0.015
Si 6.827 1.316 12.395 -0.035 -0.031 0.025
Si 9.565 4.024 12.381 -0.048 -0.031 -0.005
Si 6.847 6.751 12.359 -0.014 0.057 -0.015
Si 9.559 9.505 12.369 0.03 0.034 0
Si 6.817 12.254 12.373 -0.023 -0.055 -0.001
Si 9.562 14.975 12.362 -0.025 -0.013 -0.005
Si 12.301 1.307 12.372 0 -0.004 -0.009
Si 15.045 4.008 12.395 -0.019 0.025 0.011
Si 12.308 6.74 12.388 -0.024 0.013 0.007
Si 15.02 9.484 12.374 -0.02 -0.026 0.003
Si 12.273 12.24 12.366 0.013 -0.011 0
Si 14.998 14.996 12.358 -0.001 -0.051 -0.012
Si 16.395 2.65 13.803 0.03 -0.036 0.024
Si 2.713 16.387 13.775 0.001 -0.045 0.01
Si 16.402 8.103 13.722 0.022 0.033 0.004
Si 2.714 5.367 13.763 0.021 0.055 0.028
Si 16.365 13.626 13.701 -0.025 0.025 -0.014
Si 2.721 10.87 13.686 0.009 0.02 0.004
Si 5.441 2.691 13.744 -0.084 0.05 -0.037
Si 8.186 16.309 13.743 0.074 -0.006 -0.012
Si 5.468 8.105 13.712 0.025 -0.045 0.01
Si 8.175 5.364 13.744 0.061 0.02 0.017
Si 5.456 13.638 13.738 -0.003 -0.022 0.018
Si 8.167 10.858 13.727 0.01 0.02 0.013
Si 10.927 2.649 13.745 0.014 0.031 0.001
Si 13.64 16.336 13.76 -0.008 0.017 0.027
Si 10.917 8.117 13.721 -0.009 0.012 -0.003
Si 13.671 5.358 13.763 0.057 -0.017 -0.013
Si 10.908 13.604 13.743 0.001 -0.032 0.017
Si 13.609 10.834 13.717 0.005 0.045 0.012
Si 1.366 4.011 15.192 -0.009 0.018 0.051
Si 4.08 1.37 15.151 0.104 0.038 0.017
Si 1.388 9.475 15.048 0.016 -0.003 -0.007
Si 4.126 6.716 15.086 -0.039 0.073 -0.007
Si 1.291 15.013 15.084 0.015 -0.036 0.005
Si 4.046 12.27 15.048 -0.062 -0.075 -0.035
Si 6.799 4.015 15.138 -0.018 -0.03 0.044
Si 9.566 1.255 15.094 -0.059 -0.042 0.006
Si 6.817 9.462 15.09 0.017 0.045 0.025
Si 9.556 6.735 15.069 0.011 -0.005 -0.015
Si 6.837 14.957 15.153 -0.076 -0.027 0.075
Si 9.509 12.241 15.092 0.037 -0.025 -0.006
Si 12.294 3.991 15.134 -0.055 -0.049 0.019
Si 15.016 1.26 15.16 -0.028 0.029 0.056
Si 12.244 9.474 15.124 -0.042 -0.031 0.013
Si 15.059 6.724 15.11 -0.022 0.005 0.014
Si 12.258 14.97 15.128 0.037 -0.007 0.018
Si 14.997 12.219 15.015 -0.031 -0.006 -0.01
Si 16.359 16.297 16.575 -0.039 -0.013 0.04
Si 2.725 2.673 16.635 -0.011 -0.016 0.02
Si 16.392 5.379 16.561 -0.051 -0.03 0.083
Si 2.789 8.118 16.405 -0.024 -0.163 0.145
Si 16.373 10.846 16.33 0.034 -0.05 -0.011
Si 2.637 13.625 16.393 0.013 0.093 0.003
Si 5.492 0.011 16.462 -0.082 -0.009 -0.007
Si 8.174 2.587 16.431 0.056 -0.007 0.056
Si 5.415 5.348 16.544 0.007 0.055 0.02
Si 8.145 8.015 16.452 -0.047 0.034 0.066
Si 5.424 10.894 16.363 0.012 -0.119 0.086
Si 8.186 13.553 16.56 -0.059 -0.106 0.035
Si 10.865 16.295 16.538 0.01 0.033 0.018
Si 13.615 2.586 16.529 0.122 0.004 0.013
Si 10.929 5.405 16.449 -0.045 0.015 0.021
Si 13.667 8.086 16.434 -0.035 0.024 -0.035
Si 10.772 10.809 16.457 0.034 0.008 0.142
Si 13.639 13.543 16.409 -0.023 -0.049 0.133
Si 1.293 1.305 17.982 -0.056 0.009 -0.027
Si 4.141 4.016 18.057 0.012 -0.022 0.072
Si 1.501 6.745 17.836 0.291 0.394 -0.135
Si 4.158 9.494 17.767 -0.11 -0.221 0.005
Si 1.266 12.21 17.714 -0.027 -0.014 -0.051
Si 3.976 15.097 17.663 -0.08 0.104 -0.178
Si 6.92 1.246 17.947 0.062 -0.001 0.11
Si 9.517 3.998 17.714 -0.021 -0.025 -0.186
Si 6.766 6.707 17.91 -0.029 0.02 0.069
Si 9.377 9.415 17.867 0.006 0.167 0.302
Si 6.735 12.154 17.849 0.137 -0.163 0.127
Si 9.506 14.948 17.976 0.189 -0.106 -0.005
Si 12.267 1.191 17.933 0.063 -0.018 0.044
Si 14.929 4.002 17.904 -0.068 -0.048 -0.019
Si 12.307 6.757 17.837 -0.039 -0.007 0.072
Si 15.081 9.461 17.707 0.06 0.038 0.017
Si 12.213 12.178 17.72 -0.146 -0.05 -0.035
Si 15.017 14.783 17.888 -0.036 -0.054 0.07
Si 16.273 2.679 19.331 0.017 -0.04 0.172
Si 2.687 16.29 19.268 0.129 0.013 0.3
Si 0.166 8.241 19.061 0.053 -0.161 0.135
Si 2.836 5.501 19.425 0.021 0.109 0.096
Si 16.338 13.339 19.304 -0.177 0.09 0.335
Si 2.742 10.936 18.96 0.078 0.155 0.262
Si 5.598 2.602 19.38 -0.028 -0.061 0.276
Si 8.265 16.282 19.49 -0.261 0.196 0.24
Si 5.667 8.363 19.27 0.167 0.129 -0.082
Si 8.119 5.191 19.159 -0.035 -0.149 0.293
Si 5.388 13.791 18.89 0.037 -0.025 0.17
Si 7.43 10.201 19.188 0.028 -0.025 0.069
Si 10.916 2.771 19.099 -0.012 -0.005 0.247
Si 13.576 16.029 19.277 0.096 0.062 0.283
Si 10.876 8.086 19.168 0.011 0.184 0.361
Si 13.598 5.404 19.315 -0.099 -0.094 0.328
Si 10.939 13.524 19.2 0.044 -0.086 0.196
Si 13.591 10.752 18.944 -0.073 -0.215 0.325
Si 1.061 4.381 20.578 -0.288 0.148 0.231
Si 4.335 1.037 20.622 -0.002 -0.01 -0.108
Si 1.655 9.571 20.496 -0.134 0.161 -0.448
Si 3.918 7.292 20.961 -0.325 0.031 -0.089
Si 1.614 14.532 20.502 0.086 -0.198 0.138
Si 3.911 12.56 20.159 0.016 0.012 0.062
Si 7.242 3.635 20.872 -0.19 0.183 -0.209
Si 9.615 1.587 20.62 0.072 0.006 -0.112
Si 8.26 10.858 21.308 0.146 0.317 -0.626
Si 9.615 6.483 20.318 0.037 0.086 -0.171
Si 6.395 15.126 20.556 0.05 -0.106 0.031
Si 10.151 12.118 20.916 -0.414 -0.282 -0.096
Si 11.819 4.354 20.702 0.2 0.36 -0.199
Si 14.771 1.175 20.536 0.074 0.01 -0.253
Si 12.182 9.62 20.496 -0.123 0.024 -0.52
Si 15.369 6.661 20.282 0.034 0.16 0.034
Si 12.45 14.401 20.809 0.067 -0.011 -0.325
Si 14.618 12.03 20.577 0.158 0.013 -0.376
Si 14.137 11.587 26.396 0.074 -0.019 0.04
Si 2.395 2.398 22.646 0.099 0.15 -0.017
Si 2.713 4.043 25.183 0.007 0.12 0.316
Si 2.783 6.921 23.939 -0.165 -0.009 0.283
Si 13.284 0.612 24.872 0.042 -0.163 0.428
Si 10.407 15.067 27.642 -0.056 0.047 0.051
Si 3.613 12.737 27.357 -0.012 0.036 0.148
Si 11.504 2.45 26.236 -0.014 0.112 0.124
Si 7.066 4.741 23.863 0.265 0.068 0.273
Si 8.78 8.201 22.556 0.081 0.141 0.132
Si 8.502 14.817 25.324 0.001 0.041 0.255
Si 5.951 14.426 26.891 0.018 0.136 0.092
Si 12.541 14.246 25.699 0.112 0.149 0.159
Si 0.341 16.351 22.628 -0.092 -0.176 0.059
Si 12.253 1.991 22.168 -0.034 0.257 -0.169
Si 1.824 10.667 23.551 0.112 -0.004 0.182
Si 10.597 13.994 23.244 -0.039 -0.109 0.071
Si 0.308 12.301 25.348 0.012 0.098 0.039
Si 14.861 15.147 31.761 0.108 -0.136 -0.253
Si 2.793 0.921 29.42 -0.028 -0.148 -0.001
Si 1.846 3.863 29.906 -0.022 -0.135 -0.13
Si 4.475 11.711 24.642 -0.104 -0.036 0.112
Si 15.17 12.139 31.979 -0.06 0.277 -0.018
Si 1.594 15.561 31.466 -0.116 -0.176 -0.236
Si 9.067 1.059 26.488 -0.046 -0.028 0.055
Si 5.549 4.135 26.445 -0.071 0.012 -0.011
Si 9.563 6.282 24.525 -0.119 -0.059 0.139
Si 3.296 8.345 26.849 0.132 0.003 0.091
Si 6.02 12.588 22.288 0.087 -0.068 -0.054
Si 6.781 14.972 29.725 -0.116 -0.139 -0.038
Si 15.981 2.703 31.539 -0.076 0.02 -0.4
Si 0.547 15.46 25.578 0.188 -0.097 0.326
Si 12.304 5.215 25.763 0.109 0.016 -0.015
Si 0.145 8.277 24.256 0.112 -0.102 0.124
Si 14.507 9.243 22.089 -0.19 -0.115 -0.203
Si 14.239 0.973 29.86 0.019 -0.119 -0.038
Si 3.741 0.038 33.209 0.059 -0.345 -0.242
Si 0.236 4.165 27.224 -0.016 -0.077 0.022
Si 4.289 5.201 30.848 -0.066 0.2 -0.206
Si 1.594 10.632 27.797 -0.037 0.105 0.114
Si 5.859 9.794 26.431 0.127 0.003 0.046
Si 7.085 7.503 24.74 0.091 0.019 0.258
Si 11.205 5.291 32.708 0.12 0.043 -0.233
Si 5.331 6.525 28.24 -0.016 0.049 0.028
Si 4.212 15.113 30.825 0.013 -0.233 -0.244
Si 7.514 2.923 28.172 0.036 -0.04 0.125
Si 3.147 15.563 26.937 0.051 0.029 0.139
Si 9.27 5.267 28.747 -0.026 0.011 0.023
Si 15.287 1.234 26.969 0.075 -0.102 0.265
Si 10.327 8.103 28.742 -0.111 -0.078 0.093
Si 11.993 4.2 28.545 0.113 -0.082 0.102
Si 14.792 6.622 26.299 -0.03 -0.15 -0.121
Si 15.219 10.855 29.049 0.079 0.095 0.067
Si 11.444 8.165 31.733 -0.115 -0.056 0.018
Si 7.269 2.871 33.098 0.084 0.026 -0.466
Si 3.973 10.474 33.498 0.057 -0.066 -0.112
Si 5.983 6.75 32.854 0.059 0.115 -0.207
Si 1.417 11.872 33.617 -0.24 0.233 -0.014
Si 4.289 2.929 32.976 0.051 0.049 -0.322
Si 8.237 5.349 31.551 0.176 0.106 -0.082
Si 6.361 9.6 31.977 0.111 -0.184 -0.119
Si 7.267 8.991 28.912 -0.04 -0.062 0.002
Si 9.54 15.071 30.562 -0.225 0.097 -0.182
Si 7.908 1.147 30.679 0.011 -0.067 -0.294
Si 13.223 3.469 31.099 -0.007 -0.028 -0.119
Si 15.043 1.018 33.812 -0.1 -0.24 -0.176
Si 9.069 9.574 33.401 0.146 -0.07 -0.118
Si 13.399 9.818 33.267 -0.058 0.043 -0.092
Si 10.309 14.327 33.575 -0.106 -0.078 0.149
Si 13.217 9.032 27.683 0.015 0.039 -0.005
O 15.736 0.485 35.147 -0.132 0.304 0.072
O 14.394 13.603 32.032 -0.104 -0.132 0.249
O 1.14 4.585 35.176 0.272 -0.326 0.052
O 3.202 3.472 34.062 -0.189 0.087 0.114
O 12.727 9.162 31.919 0.172 -0.079 -0.123
O 15.381 6.551 35.163 -0.03 0.282 0.198
O 4.017 6.931 35.464 0.16 -0.299 0.249
O 3.355 9.115 34.247 -0.409 -0.12 0.277
O 14.912 12.192 35.688 -0.141 0.059 0.322
O 0.657 10.87 34.678 0.016 -0.341 0.322
O 2.183 13.059 34.459 0.284 0.295 -0.022
O 1.122 15 35.63 0.084 0.327 0.277
O 6.696 15.147 35.121 -0.288 -0.003 0.53
O 4.334 0.152 34.713 0.338 0.339 0.112
O 8.203 3.156 34.382 -0.048 0.103 -0.015
O 7.365 4.085 32.033 -0.383 0.013 0.263
O 6.01 5.889 34.244 -0.272 -0.129 0.395
O 7.453 6.63 32.145 -0.132 0.18 -0.018
O 8.724 8.433 34.527 -0.265 0.091 0.325
O 6.838 9.815 35.54 -0.016 -0.048 0.224
O 4.738 11.302 34.703 0.17 -0.005 0.252
O 0.297 12.344 32.518 0.293 0.004 0.104
O 8.087 14.29 30.427 0.132 -0.067 0.088
O 8.862 13.934 34.278 -0.035 -0.172 -0.066
O 9.659 1.248 35.272 -0.118 0.193 0.227
O 10.99 15.562 34.42 0.346 0.112 0.485
O 13.899 2.064 34.327 0.182 -0.07 0.281
O 12.562 3.926 35.507 -0.247 0.154 -0.09
O 9.816 6.67 28.103 0.117 -0.101 -0.496
O 10.866 5.326 34.288 -0.262 -0.098 0.205
O 14.054 8.634 34.189 -0.034 -0.189 -0.088
O 12.252 10.535 34.167 -0.059 -0.292 0.225
O 11.589 8.775 27.906 0.195 0.257 -0.135
O 9.666 10.911 34.136 -0.252 0.105 0.036
O 11.277 13.01 33.684 0.131 0.102 -0.478
O 13.978 7.637 27.286 0.08 -0.115 0.136
O 2.625 2.736 24.22 0.193 -0.253 -0.446
O 1.695 3.699 21.945 0.224 -0.158 0.107
O 3.784 1.939 21.91 -0.203 0.272 -0.156
O 3.516 12.441 25.744 -0.121 0.128 -0.176
O 1.535 10.257 22.001 -0.126 -0.198 -0.425
O 1.206 7.239 23.53 -0.032 0.145 -0.271
O 3.763 7.244 22.657 0.309 0.129 -0.547
O 2.743 8.362 20.564 0.179 -0.196 0.55
O 5.17 12.808 23.659 0.095 0.175 0.012
O 2.825 13.49 21.028 -0.309 0.226 -0.707
O 8.556 0.06 25.315 -0.105 0.155 0.136
O 4.977 11.892 21.232 -0.217 -0.374 -0.004
O 6.7 4.176 22.371 -0.177 0.033 -0.45
O 8.453 2.574 21.304 0.019 -0.189 -0.464
O 12.939 1.191 23.4 -0.159 0.076 -0.069
O 10.804 1.284 21.785 -0.077 -0.175 0.188
O 7.238 11.505 22.429 0.039 0.214 0.156
O 9.178 9.67 22.018 -0.015 -0.368 -0.135
O 10.735 5.552 21.135 0.149 -0.115 -0.569
O 8.469 7.183 21.319 -0.064 0.019 -0.229
O 6.66 14.006 21.767 0.14 0.172 -0.003
O 5.355 16.254 21.235 0.164 -0.018 -0.464
O 10.382 12.58 22.492 0.034 0.03 0.096
O 11.912 14.831 27.084 0.046 0.09 0.119
O 12.023 3.633 22.207 0.057 -0.193 0.104
O 13.403 1.998 20.993 0.258 -0.226 0.06
O 15.384 0.453 21.89 -0.132 -0.293 0.056
O 0.935 15.01 21.93 -0.049 0.264 -0.182
O 12.863 9.343 22.002 0.083 -0.222 -0.065
O 11.262 10.942 20.7 0.011 -0.025 -0.233
O 16.341 5.548 21.102 -0.077 -0.088 -0.455
O 14.751 7.875 21.214 0.158 -0.024 0.162
O 11.491 14.871 22.138 0.321 0.067 -0.105
O 1.141 12.103 23.95 -0.139 0.161 -0.268
O 15.068 10.742 21.602 0.005 0.295 0.132
O 13.571 13.184 21.25 0.028 0.161 0.054
O 2.179 15.636 25.622 -0.01 0.009 -0.271
O 15.949 7.491 25.553 0.273 0.261 -0.132
O 1.565 0.379 30.364 -0.205 0.036 0.151
O 2.728 0.449 27.853 0.028 -0.095 -0.268
O 2.959 5.339 24.244 0.186 -0.027 -0.157
O 1.411 1.136 22.498 0.013 -0.115 0.141
O 6.207 8.363 25.755 0.054 -0.126 0.145
O 1.349 4.258 26.042 0.283 0.248 -0.053
O 13.668 5.966 25.261 -0.021 0.245 -0.128
O 15.227 8.849 23.489 -0.268 0.252 -0.059
O 2.924 11.536 28.254 -0.197 -0.002 0.086
O 9.984 0.243 27.574 0.159 0.166 -0.212
O 5.972 3.262 27.767 0.058 -0.125 -0.052
O 2.75 2.556 29.454 -0.076 0.11 0.104
O 10.951 5.919 25.233 -0.165 -0.12 0.239
O 9.897 2.368 25.954 0.203 0.254 0.057
O 8.714 4.978 23.951 0.029 -0.286 -0.375
O 5.749 5.693 26.899 -0.063 0.12 -0.04
O 10.59 4.494 29.311 0.023 0.129 0.148
O 7.465 8.463 23.476 -0.278 -0.093 0.071
O 9.392 14.266 26.611 0.046 -0.044 -0.234
O 9.112 14.434 23.843 0.201 0.104 -0.163
O 6.904 14.975 28.102 0.252 -0.179 -0.198
O 6.961 14.285 25.595 -0.007 -0.205 -0.018
O 13.217 12.857 26.102 -0.026 0.049 0.087
O 13.51 15.395 25.021 -0.108 -0.025 -0.401
O 16.388 16.015 24.168 -0.076 0.097 -0.205
O 16.291 16.346 26.8 0.099 -0.133 0.008
O 12.215 3.631 25.343 0.014 -0.086 -0.052
O 2.693 14.458 30.867 0.082 0.089 0.177
O 1.1 9.574 24.545 0.24 -0.096 0.143
O 12.011 0.975 25.814 0.038 -0.138 -0.21
O 6.832 10.057 27.721 0.039 0.352 0.029
O 11.46 13.827 24.587 -0.191 0.078 -0.165
O 15.244 11.59 25.194 -0.061 0.043 -0.21
O 0.081 15.046 31.597 0.197 -0.187 0.337
O 14.253 0.93 28.22 0.057 0.128 -0.01
O 4.518 3.777 31.6 0.171 -0.482 0.455
O 4.109 0.135 29.993 0.073 0.131 0.202
O 2.739 5.156 30.349 -0.028 -0.033 0.263
O 0.921 4.374 28.679 0.185 -0.036 0.245
O 5.79 10.976 25.318 0.125 0.026 0.135
O 3.15 7.711 25.347 0.159 -0.302 -0.23
O 4.323 9.606 26.889 -0.087 0.114 0.08
O 1.032 11.519 26.567 -0.086 0.21 0.152
O 2.175 15.981 32.954 -0.042 0.01 0.146
O 3.976 3.815 26.185 -0.055 0.047 0.113
O 11.002 7.873 30.203 0.362 -0.277 0.057
O 4.741 15.501 26.528 0.06 -0.006 -0.094
O 6.342 6.199 24.099 -0.35 0.125 -0.038
O 7.773 1.621 27.252 -0.031 -0.059 0.103
O 3.883 7.237 27.914 -0.195 0.195 -0.058
O 8.467 7.031 25.512 -0.12 -0.261 0.036
O 5.243 13.048 27.481 -0.126 0.058 -0.16
O 4.683 6.341 31.94 0.101 -0.122 0.296
O 5.385 14.214 30.146 0 -0.037 -0.139
O 2.831 14.141 27.719 -0.138 -0.093 0.15
O 8.458 4.224 27.773 0.044 0.037 -0.15
O 6.73 0.122 30.22 0.034 0.052 -0.14
O 14.206 15.822 30.408 -0.229 -0.054 -0.199
O 11.897 6.725 32.351 0.072 0.062 -0.187
O 14.538 1.411 25.531 -0.207 0.131 -0.364
O 15.629 1.733 30.265 0.252 -0.169 0.284
O 12.313 5.307 27.399 -0.141 -0.06 -0.191
O 9.946 7.425 23.405 -0.019 0.196 -0.11
O 16.013 2.662 27.226 -0.092 -0.062 -0.167
O 15.524 5.35 27.036 0.1 0.143 -0.017
O 3.449 10.709 23.827 -0.129 -0.264 0.026
O 0.155 13.881 25.718 0.084 -0.011 -0.156
O 13.067 1.865 30.64 0.027 0.279 0.165
O 16.14 1.805 32.888 0.207 -0.153 0.079
O 4.686 15.397 32.367 0.048 -0.002 0.245
O 0.948 3.492 31.219 -0.066 0.073 0.305
O 14.455 10.975 32.856 -0.11 -0.201 0.086
O 5.178 5.505 29.509 0.165 -0.191 0.038
O 6.466 3.822 25.102 0.222 0.06 -0.227
O 13.329 10.164 26.481 -0.074 -0.006 0.123
O 5.031 10.522 32.212 -0.172 -0.115 0.476
O 2.639 11.149 32.833 0.152 -0.07 0.143
O 9.312 0.304 30.547 0.036 0.126 0.109
O 3.781 1.483 32.479 -0.239 0.074 0.136
O 7.71 1.547 32.245 -0.298 -0.084 0.141
O 9.765 5.207 31.994 -0.222 -0.062 -0.277
O 6.553 7.565 28.54 0.125 -0.052 -0.176
O 5.898 8.359 32.953 -0.157 0.109 -0.018
O 5.752 2.758 33.677 -0.102 -0.16 0.138
O 6.635 9.4 30.369 0.171 0.024 0.167
O 7.821 2.482 29.722 0.085 0.038 0.209
O 0.402 10.442 28.908 0.165 -0.192 -0.149
O 10.398 14.638 29.227 0.217 -0.235 0.035
O 1.937 9.069 27.4 0.14 -0.172 -0.222
O 12.12 4.036 32.163 0.053 -0.254 -0.115
O 8.231 5.57 29.948 -0.29 -0.113 -0.028
O 14.441 16.133 32.995 -0.166 0.348 0.443
O 14.712 3.726 31.728 -0.097 0.099 -0.127
O 7.788 10.129 32.559 0.024 0.191 0.271
O 8.921 8.964 28.902 -0.031 0.112 -0.23
O 13.156 4.277 29.671 -0.009 -0.072 -0.032
O 10.163 8.862 32.442 -0.068 0.229 -0.245
O 15.104 11.658 30.439 0.04 -0.088 0.034
O 10.216 14.654 31.975 0.209 0.015 0.197
O 14.854 11.88 27.834 0.163 -0.026 -0.215
O 11.865 2.743 27.809 0.168 -0.171 0.036
O 14.099 9.636 28.956 -0.108 0.165 0.194
Si 0.009 0.003 5.555 0.001 -0.003 0.026
Si 2.77 2.751 5.488 -0.004 0.041 -0.08
Si 0.029 5.441 5.537 0.018 0.028 -0.007
Si 2.78 8.166 5.596 0.04 0.031 -0.003
Si 0.031 10.87 5.675 0.019 0.205 0.059
Si 2.764 13.681 5.58 0.057 0.034 -0.014
Si 5.446 0.039 5.549 0.048 0.034 -0.042
Si 8.199 2.75 5.487 0.057 -0.044 -0.029
Si 5.536 5.425 5.511 -0.05 0.021 -0.053
Si 8.281 8.18 5.485 0.052 0.019 -0.087
Si 5.501 10.916 5.605 -0.033 0.011 -0.03
Si 8.16 13.706 5.592 0.037 0.021 -0.04
Si 10.912 16.333 5.52 -0.134 -0.099 -0.063
Si 13.697 2.703 5.504 -0.027 0.046 -0.019
Si 10.958 5.446 5.474 0.004 -0.054 -0.037
Si 13.705 8.178 5.511 0.095 0.082 -0.087
Si 10.954 10.922 5.516 -0.018 -0.029 -0.107
Si 13.631 13.601 5.556 -0.041 -0.065 -0.028
Si 1.395 1.381 6.883 -0.064 -0.005 -0.001
Si 4.142 4.077 6.882 0.024 -0.041 0.028
Si 1.388 6.792 6.924 -0.01 -0.004 0.013
Si 4.134 9.537 6.954 0.007 -0.019 0.018
Si 1.4 12.297 6.957 -0.05 -0.071 -0.016
Si 4.117 15.051 6.937 -0.066 -0.011 -0.01
Si 6.851 1.379 6.888 -0.018 -0.037 0.012
Si 9.586 4.088 6.861 -0.027 0.046 0.009
Si 6.9 6.806 6.866 -0.024 -0.002 -0.013
Si 9.611 9.533 6.891 -0.008 -0.016 -0.015
Si 6.844 12.295 6.953 -0.022 -0.004 0.007
Si 9.553 15.028 6.942 -0.024 0.032 0.021
Si 12.307 1.321 6.856 0.046 -0.011 -0.013
Si 15.053 4.065 6.886 0.012 -0.042 0.011
Si 12.323 6.8 6.864 -0.045 0.002 -0.014
Si 15.039 9.491 6.964 0.038 -0.019 -0.01
Si 12.288 12.248 6.94 0.027 0.056 -0.007
Si 15.028 15 6.886 0.029 -0.026 -0.02
Si 0.009 2.706 8.261 0.029 0.022 -0.002
Si 2.725 16.402 8.28 0.01 -0.035 -0.007
Si 0.009 8.126 8.307 -0.018 0.016 0.021
Si 2.759 5.415 8.265 -0.008 0.018 -0.015
Si 16.391 13.647 8.287 0.012 -0.024 -0.01
Si 2.75 10.902 8.31 0.051 0.078 0.019
Si 5.477 2.708 8.27 -0.01 0.014 0.001
Si 8.188 16.401 8.281 0.055 0 0.014
Si 5.513 8.142 8.266 -0.034 0.042 -0.004
Si 8.227 5.428 8.258 0.034 0.005 0.014
Si 5.467 13.66 8.301 0.031 0.001 0.008
Si 8.221 10.887 8.265 0.006 0.008 -0.005
Si 10.939 2.693 8.232 -0.025 -0.03 -0.013
Si 13.661 16.365 8.252 0.013 -0.011 0.003
Si 10.958 8.147 8.259 0.008 0.02 -0.007
Si 13.67 5.419 8.25 0.043 0.031 -0.022
Si 10.915 13.629 8.282 -0.014 -0.029 0
Si 13.66 10.874 8.297 0.006 0.017 0.002
Si 1.377 4.055 9.632 -0.013 -0.019 0.006
Si 4.105 1.345 9.643 -0.001 -0.018 0.001
Si 1.37 9.515 9.655 -0.026 -0.009 0.003
Si 4.126 6.78 9.625 0.011 -0.003 -0.01
Si 1.357 15.023 9.645 -0.025 0.009 0.009
Si 4.108 12.28 9.664 -0.025 -0.036 0.019
Si 6.852 4.06 9.633 -0.037 -0.01 -0.002
Si 9.577 1.341 9.633 -0.033 -0.012 0.005
Si 6.858 9.517 9.637 -0.001 -0.009 -0.001
Si 9.593 6.78 9.633 -0.013 0.022 -0.001
Si 6.835 15.022 9.657 -0.027 -0.019 0.008
Si 9.561 12.253 9.644 0.002 -0.007 -0.004
Si 12.306 4.044 9.62 -0.009 0.007 -0.003
Si 15.037 1.327 9.617 0.004 -0.008 0.007
Si 12.3 9.501 9.657 0.008 0.004 -0.001
Si 15.035 6.753 9.651 0.012 -0.001 0.011
Si 12.294 14.996 9.629 -0.005 -0.016 -0.007
Si 15.027 12.256 9.644 0.008 -0.017 -0.01

Results
total energy: -115453.028 eV
total energy less fixed offsets of O -438.35, Si -107.03 eV per atom: 13.312 eV
